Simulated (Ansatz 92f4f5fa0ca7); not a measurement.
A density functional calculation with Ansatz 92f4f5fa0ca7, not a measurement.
Periodic cell of 148 atoms, Si92O56, from a study of silicon, its oxide and their interface. The atomic structure is a simulated model.

Settings: functional r2SCAN; potential files Ansatz norm-conserving; basis plane waves; wave-function cutoff 1300 eV; density cutoff ratio 4; exchange-correlation grid ratio 1; k mesh 2 x 2 x 1, shifted by 0.5 0.5 0.5 of a step; self-consistency stop 5e-08 eV per atom in the density residual; occupations Fermi-Dirac, 0.05 eV; spin none; net charge 0.

Cell vectors (angstrom)
a	10.9176	-0.0709	0.0493
b	-0.0709	10.9694	0.0243
c	0.0931	0.0459	20.6373

Atoms: element, x, y, z (angstrom)
Si	-0.0131	-0.1103	-0.3738
Si	2.1831	2.6035	-0.812
Si	-0.5251	6.0126	-0.1372
Si	3.2812	7.6024	-0.0371
Si	5.861	0.2706	-0.0495
Si	7.6794	3.1379	0.0337
Si	5.4671	5.5215	0.4713
Si	8.5871	7.585	0.1791
Si	1.1135	1.5117	0.9478
Si	3.9379	4.0655	1.3552
Si	1.2943	6.7732	1.2256
Si	4.294	9.6599	1.0519
Si	6.9251	1.5081	1.6046
Si	9.4902	4.0766	1.2241
Si	6.9386	6.8589	1.6449
Si	9.4819	9.5058	1.1628
Si	-0.0535	2.8194	2.5098
Si	2.7065	-0.0363	2.4837
Si	-0.1087	8.2498	2.529
Si	2.5054	5.3611	2.7024
Si	5.23	2.6116	2.7112
Si	8.2533	-0.1743	2.8119
Si	5.5158	8.3091	2.728
Si	8.1979	5.3017	2.8091
Si	1.1767	4.0522	4.1154
Si	4.0642	1.1934	4.0592
Si	1.2548	9.5839	3.866
Si	3.9853	6.8245	3.9758
Si	6.7814	3.9441	4.0759
Si	9.6023	1.2827	4.0312
Si	6.7135	9.5928	4.1991
Si	9.5546	6.746	4.0855
Si	-0.0271	-0.0613	5.2177
Si	2.6609	2.5769	5.5285
Si	-0.0358	5.4499	5.459
Si	2.5902	8.3113	5.3242
Si	5.5058	0.0533	5.5757
Si	8.3158	2.5761	5.4442
Si	5.3851	5.4252	5.3391
Si	8.0034	7.9746	5.3718
Si	1.4245	1.1433	6.7879
Si	4.2309	3.9311	6.8398
Si	1.2779	6.9775	6.6296
Si	4.0938	9.6142	6.7902
Si	6.9024	1.4759	6.8132
Si	9.4798	4.0147	6.8873
Si	6.6658	6.7468	6.7889
Si	9.4109	9.4741	6.61
Si	0.146	2.7151	8.1179
Si	2.7574	-0.125	8.2436
Si	-0.0954	8.2444	8.075
Si	2.8892	5.5579	7.9422
Si	5.5006	2.5811	8.2691
Si	8.2089	-0.0022	8.0968
Si	5.297	8.1081	8.2464
Si	7.9417	5.3743	8.1747
Si	1.6464	4.2267	9.1835
Si	4.2607	1.1652	9.7075
Si	1.2749	9.6414	9.7465
Si	3.9714	6.9237	9.7141
Si	6.7412	4.2176	9.7192
Si	9.6595	1.35	9.4932
Si	6.7024	9.598	9.5002
Si	9.4329	6.8389	9.3451
Si	-0.1522	0.0281	10.9789
Si	3.0367	2.9884	10.7712
Si	0.0796	5.5031	10.2954
Si	2.0954	7.7622	11.0562
Si	5.8959	-0.0018	11.1169
Si	8.0121	2.3907	10.8128
Si	5.0717	5.2878	11.0011
Si	8.5525	8.6305	10.7126
Si	5.6149	-2.3616	16.6258
Si	-3.5079	6.6925	12.6739
Si	3.5881	12.5199	14.9242
Si	10.7286	0.3745	17.084
Si	6.5515	13.0371	18.2677
Si	13.3421	6.5152	13.9251
Si	-2.9576	1.1927	15.879
Si	1.2981	1.7442	13.1776
Si	3.1114	6.7034	16.5895
Si	6.0504	-0.2368	14.1731
Si	9.2527	4.2976	12.5751
Si	11.1377	15.2855	14.7777
Si	9.9109	8.6637	17.1243
Si	7.9561	6.6153	15.9005
Si	7.2534	9.1806	18.8117
Si	1.4915	9.0781	18.8082
Si	6.8134	14.9041	16.077
Si	2.4765	0.6922	17.5101
Si	4.2527	4.6391	14.822
Si	11.9511	4.8309	17.906
O	-7.4775	-7.4312	-0.1724
O	-3.1332	2.3911	-1.4477
O	2.6384	1.3239	-1.7133
O	4.1082	7.7807	-3.6314
O	0.3367	4.3774	-4.2711
O	-0.4388	0.2256	-1.9909
O	2.6509	8.0293	-1.5301
O	4.41	6.411	-0.5281
O	5.8078	9.3778	-2.57
O	5.348	1.4549	-1.321
O	6.4131	4.334	-0.0892
O	8.4692	9.2573	-2.7669
O	3.4505	11.9653	-4.1713
O	7.4838	7.72	-1.1861
O	10.5984	5.2177	-1.7307
O	-2.6401	5.4881	12.0346
O	0.5748	2.8899	14.1126
O	7.5653	0.1963	14.6359
O	4.051	3.9445	11.5586
O	-3.1156	6.6697	14.2292
O	-2.2845	2.9478	12.2069
O	0.7617	6.7982	10.9921
O	2.3617	7.7473	12.7449
O	5.8382	-0.7792	12.6752
O	6.9183	1.1888	11.3414
O	12.61	3.6249	18.7583
O	14.6028	3.1346	14.6957
O	9.3627	12.0558	16.3564
O	9.5959	9.7281	11.3572
O	7.8334	8.0729	12.1295
O	0.1536	-2.6063	18.1981
O	1.1186	1.2617	16.7771
O	-5.4619	9.7028	15.3392
O	3.8773	5.2927	16.323
O	5.0198	12.0771	14.35
O	2.3518	11.9084	14.0842
O	16.839	-4.7414	12.2507
O	11.2493	0.493	12.5435
O	6.8171	7.6227	16.5008
O	-0.3345	9.9521	16.3191
O	10.4846	15.5165	11.6353
O	12.9056	6.1519	17.7412
O	7.7916	2.7253	15.4509
O	3.8424	-5.3266	13.6516
O	1.9244	2.462	11.906
O	2.5453	-3.5081	15.2905
O	1.1896	5.5317	13.9762
O	1.2551	9.8315	20.1675
O	5.8596	4.4635	14.9466
O	7.8497	5.1935	16.5223
O	2.2049	-0.842	17.7434
O	9.6734	4.5402	14.1621
O	6.9655	11.7742	17.261
O	6.2153	3.4276	17.4474
O	9.3652	7.4728	16.2568
O	7.253	10.4842	19.9296

Results
free energy: -36826.163 eV
free energy less fixed offsets of O -463.61, Si -117.95 eV per atom: -12.603 eV
pressure: -2.27 GPa
stress xx, yy, zz, yz, xz, xy (GPa, positive in tension): 0.7, 1.85, 4.27, 0.42, 1.4, -0.74

Forces (eV/angstrom), in the order of the atoms: element, x, y, z
Si	-0.6037	0.4873	-0.2575
Si	0.7091	0.9905	-0.3788
Si	0.1097	-1.8577	-1.9486
Si	0.1953	0.2086	-1.3669
Si	1.1292	0.6433	-2.2814
Si	-1.2912	0.6708	0.32
Si	-0.7438	0.6953	-0.1606
Si	-1.4017	-0.1976	-1.4115
Si	0.3267	-0.4424	0.7614
Si	-0.1773	-0.1752	0.1029
Si	0.5176	0.1891	-0.208
Si	-0.7763	-0.8552	0.4079
Si	-0.2617	-0.5857	-0.3379
Si	-0.2667	1.3814	-0.5792
Si	0.1861	-0.3443	0.1064
Si	-0.8869	0.3938	0.2112
Si	-0.4506	-0.6873	0.3018
Si	0.3012	0.1749	-1.0898
Si	0.5689	-0.4999	0.1953
Si	0.0288	0.0879	0.0623
Si	0.8323	0.7033	0.4634
Si	-0.2122	0.5886	-1.1889
Si	-0.9921	0.2333	-0.2521
Si	-0.0913	-0.1088	0.0618
Si	1.1934	-0.7192	-0.0138
Si	-0.9409	0.305	0.4792
Si	0.2103	0.1273	-0.1216
Si	-0.1606	0.238	-0.1545
Si	-0.1613	0.0377	0.2042
Si	0.2663	0.3094	-0.8332
Si	0.3039	-0.2043	0.3588
Si	-0.1737	-0.3119	-0.2898
Si	0.834	-0.0587	1.0673
Si	0.7153	0.7297	-1.1468
Si	-0.8899	0.4831	0.1924
Si	1.2541	0.0742	-0.4451
Si	0.3129	-0.0183	-0.9437
Si	-0.8111	1.3859	-0.6588
Si	0.1371	-0.669	0.1564
Si	0.7025	1.2167	0.1861
Si	-1.2744	0.1798	0.2617
Si	-0.9488	0.6353	-0.8962
Si	0.7595	-0.8805	1.1514
Si	-1.1495	-1.0958	0.721
Si	-0.0965	-1.1157	0.5031
Si	0.5268	0.0838	0.1661
Si	-0.5948	-0.3117	0.4087
Si	-0.0058	0.0055	1.0209
Si	-0.0504	0.2193	-0.632
Si	0.6806	0.0117	0.6494
Si	0.4336	1.0428	-0.3331
Si	0.2202	1.2491	-0.5766
Si	0.4545	1.1134	0.7535
Si	0.179	-0.4579	-0.2029
Si	0.8386	0.9114	-0.4072
Si	1.0546	0.7319	-0.3709
Si	-0.8407	-1.5263	0.9645
Si	-1.1614	0.2277	0.212
Si	0.0144	-0.507	-0.3944
Si	-1.2429	-1.2611	-0.0105
Si	-0.428	-2.15	0.1391
Si	-0.4802	-0.0536	0.2079
Si	1.2982	-0.4836	-0.2488
Si	-0.6971	-0.572	0.1086
Si	0.0302	-0.5386	0.9141
Si	-1.9351	-1.1465	-0.2333
Si	-0.0575	0.2439	0.1467
Si	-0.2969	0.0336	0.6483
Si	-0.6594	-1.1498	0.8436
Si	-1.3636	-0.4886	0.4472
Si	0.6277	0.1381	1.7591
Si	-1.0644	-0.5764	1.2678
Si	0.6741	0.8807	0.5963
Si	-0.8874	0.3064	-0.5101
Si	0.6324	0.9312	-0.207
Si	-3.5429	-0.5569	-1.0867
Si	-1.4238	-1.9363	1.5894
Si	-0.2882	1.1475	0.6436
Si	-2.0857	1.4568	-1.6605
Si	-0.9065	-0.6399	0.0515
Si	0.4116	0.1101	1.6719
Si	-0.9084	-0.1568	2.3327
Si	2.6197	0.4812	1.3429
Si	-0.9456	-0.5244	0.3342
Si	-2.021	0.6864	2.0057
Si	0.6647	3.9782	-0.9615
Si	2.3172	2.6658	0.8277
Si	0.7776	-2.3504	-1.8248
Si	1.5937	-0.1799	0.3417
Si	-0.0882	1.1131	-0.8224
Si	1.4845	1.0034	2.3375
Si	-1.7332	0.6697	0.5096
O	0.1326	-0.1951	0.6228
O	0.6058	1.2374	0.3068
O	0.0868	0.4042	0.6168
O	-0.0063	-0.5183	-0.1288
O	0.4786	0.3523	-0.5593
O	0.2263	0.0655	1.9516
O	-0.6634	0.3297	1.4438
O	-0.0679	0.6724	1.2004
O	-1.909	-0.905	-1.8565
O	1.5926	-1.2939	0.4419
O	2.363	-1.8741	-1.1678
O	1.1386	0.5595	-0.8318
O	0.426	0.4038	-0.4087
O	0.8564	-1.2118	2.4462
O	0.1972	1.2972	1.499
O	-1.3753	1.2925	-0.4289
O	0.835	-0.8231	-0.257
O	-0.6204	-0.1177	0.1556
O	2.3995	2.8751	-0.2366
O	-0.6604	0.2683	0.5855
O	-0.2686	-0.8698	-0.1049
O	1.8148	1.0657	0.3835
O	0.0742	-0.4553	-1.4886
O	-0.1328	0.7653	-1.7801
O	1.8843	2.1579	-0.2895
O	0.0844	-0.3743	-0.2609
O	-1.6497	-3.1042	0.4192
O	4.17	-0.5255	1.6543
O	-0.2098	-0.1033	-0.4076
O	0.3479	-0.6701	-0.6611
O	1.9349	0.2242	1.0148
O	1.1495	0.7413	-0.0991
O	0.2685	0.4269	-1.1915
O	-0.212	-0.3302	-2.0321
O	0.6305	-0.9867	-0.1779
O	-0.3135	0.5887	-0.1618
O	0.0467	-1.3189	-0.8898
O	-0.0007	0.6673	-0.3826
O	-0.3211	-0.7969	-0.5959
O	0.8263	0.9275	-0.5595
O	-0.6851	-1.2711	0.8112
O	0.0362	-0.6542	-1.0456
O	-0.9804	-0.5351	0.6575
O	-0.9776	0.9915	0.3131
O	1.4006	0.6962	-1.285
O	-0.4675	-1.8114	-1.9565
O	0.33	0.0796	0.3057
O	-0.8421	0.6884	1.159
O	-0.0087	0.2982	-0.5073
O	-0.3471	-1.8443	0.1425
O	0.0034	-1.0272	-0.5097
O	0.5826	-0.1561	-0.529
O	-0.3771	1.8798	-0.094
O	-0.3541	-0.8537	-0.0878
O	-0.7652	-2.3566	-1.0723
O	-1.3631	-1.1894	-0.1582
